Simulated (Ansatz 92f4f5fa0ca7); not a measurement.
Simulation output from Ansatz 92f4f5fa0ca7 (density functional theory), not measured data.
Periodic cell of 239 atoms, Si128O79H32, with a vacuum gap, from a study of silicon, its oxide and their interface. The atomic structure is a simulated model.

Settings: functional r2SCAN; potential files Ansatz PAW; basis plane waves; wave-function cutoff 800 eV; density cutoff ratio 5; exchange-correlation grid ratio 1; k mesh 1 x 1 x 1, shifted by 0.5 0.5 0 of a step; self-consistency stop 1e-11 eV per atom in the density residual; occupations fixed; spin none; net charge 0; applied field sawtooth along c, amplitude -0.015 V/angstrom in the program's sign convention, ramp centred at 0.9882 of c and 0.0236 of c wide, no dipole correction.

Cell vectors (angstrom)
a	10.88	0	0
b	0	10.88	0
c	0	0	42.4205

Atoms and the computed forces on them: element, x, y, z (angstrom), force x, y, z (eV/angstrom)
Si	1.2523	8.9396	20.8642	-0.0181	-0.0025	-0.0451
Si	-1.9234	8.2071	27.465	-0.0085	-0.0027	-0.0365
Si	3.484	7.0046	30.2014	0.007	0.0134	-0.0016
Si	-1.276	11.4161	24.5682	-0.0036	-0.0072	-0.0531
Si	-0.3594	6.7856	22.3738	0.0011	-0.0028	-0.0507
Si	-2.4023	5.667	25.9252	-0.0042	-0.0017	-0.046
Si	5.4993	7.7998	23.1324	-0.0053	-0.0008	-0.0451
Si	1.7368	8.349	15.6655	0.0147	-0.0036	-0.0364
Si	0.5562	9.5974	30.3212	0.0013	-0.0006	-0.0102
Si	4.5188	13.4985	30.1575	0.0032	-0.0165	-0.0057
Si	1.7226	5.3264	30.0519	-0.0139	-0.0056	-0.0219
Si	4.915	11.4695	25.5729	0.0006	-0.002	-0.0511
Si	-3.8305	10.8426	30.2404	-0.0096	-0.0015	-0.0237
Si	-1.9968	12.3836	30.1729	0.0049	-0.0011	-0.0247
Si	6.2285	15.2101	30.2811	-0.0034	0.0004	-0.0042
Si	-1.1334	7.8774	30.3303	0.0017	-0.0091	-0.0185
Si	-0.2667	11.4759	31.4598	-0.0274	-0.0234	0.0041
Si	2.6368	14.3913	31.3009	0.027	0.0232	0.0168
Si	-0.0508	6.1396	31.4305	0.0337	0.0267	0.0086
Si	2.4808	8.7624	31.3988	-0.0195	-0.0324	0.0131
Si	5.3197	11.7163	31.4993	0.0299	0.0317	0.0097
Si	8.0001	14.2032	31.4143	-0.0268	-0.0362	0.0181
Si	5.1907	16.9366	31.5049	-0.0234	-0.033	0.0153
Si	-2.9338	8.9458	31.3914	0.0323	0.0337	0.0072
Si	-1.6159	10.217	32.9032	-0.005	0.0025	0.0023
Si	1.2099	12.949	32.6088	-0.0027	-0.0269	0.0337
Si	-1.4897	15.6278	32.6837	-0.011	0.0101	0.0345
Si	1.2087	7.4697	32.9019	0.0074	-0.0149	0.0001
Si	3.8865	10.223	32.6609	0.0053	-0.0036	0.0353
Si	6.6647	12.9673	32.9353	-0.0119	-0.0128	0.0044
Si	3.8585	15.6357	32.901	0.0157	0.0225	0.0044
Si	6.5927	7.5153	32.7014	0.003	-0.0051	0.0354
Si	-0.2029	8.8447	34.1694	0.002	0.0052	0.1388
Si	2.5331	11.5856	34.0259	-0.0039	-0.0048	0.1684
Si	-0.152	14.2644	34.0682	0.0057	0.013	0.2178
Si	2.5323	16.9954	34.2586	-0.0158	0.016	0.1646
Si	5.2349	8.8647	34.0878	-0.0182	-0.0014	0.199
Si	7.9615	11.5692	34.2787	0.0024	-0.002	0.1592
Si	5.2553	14.3057	34.2083	0.0097	-0.0205	0.1431
Si	-2.8854	6.1352	34.0265	0.0074	-0.0106	0.171
Si	1.1883	10.2416	35.433	-0.1054	-0.0334	0.2587
Si	3.8834	12.8942	35.4625	0.0689	0.0706	0.3207
Si	1.1489	15.6072	35.5281	0.1055	0.0606	0.2864
Si	3.916	7.5145	35.5223	-0.1026	-0.0442	0.2978
Si	6.5736	10.1788	35.541	0.0324	0.148	0.3176
Si	-1.4985	12.9513	35.52	-0.0681	-0.161	0.279
Si	-4.2332	4.8144	35.4559	-0.0933	-0.0434	0.3592
Si	-1.5692	7.4652	35.4616	0.1083	0.0349	0.343
Si	2.7655	9.5081	6.9301	-0.067	-0.1318	-0.3294
Si	5.455	12.1911	6.9314	0.1412	0.0689	-0.3253
Si	2.6813	14.9619	6.9248	0.0421	0.2087	-0.3388
Si	5.4286	6.8452	6.9128	-0.0968	-0.1094	-0.298
Si	8.1216	9.5186	6.9492	0.131	0.1413	-0.3423
Si	-0.0003	12.278	6.9167	-0.1835	-0.0753	-0.2902
Si	8.2089	4.0862	6.9321	-0.0891	-0.2338	-0.325
Si	10.8836	6.7583	6.9429	0.1614	0.0866	-0.2477
Si	1.3969	8.1343	8.2694	-0.0239	0.013	-0.1538
Si	4.1213	10.8337	8.3074	-0.0318	0.0254	-0.2061
Si	1.3149	13.6427	8.293	0.0235	-0.034	-0.2207
Si	4.0481	5.4793	8.2477	0.0101	-0.021	-0.153
Si	6.7659	8.1797	8.3082	0.0282	-0.0353	-0.2069
Si	9.5127	10.8966	8.267	0.0129	-0.0132	-0.1525
Si	6.8469	13.5614	8.2523	-0.0124	0.0166	-0.1472
Si	9.5457	5.4108	8.3253	-0.0163	0.028	-0.2079
Si	2.727	6.8077	9.7121	0.0076	0.0104	-0.0385
Si	5.4452	9.4953	9.7476	-0.0002	0.0003	-0.0238
Si	2.7067	12.24	9.5163	0.0038	0.0068	-0.0095
Si	5.4564	4.0937	9.4963	-0.0079	-0.0125	-0.0138
Si	8.1606	6.8094	9.5818	-0.0062	0.003	-0.0158
Si	0.021	9.515	9.5674	0.0058	0.0074	-0.0073
Si	8.1759	12.2222	9.7002	-0.0062	-0.0061	-0.0369
Si	-0.0081	14.9555	9.7522	-0.0002	0.0003	-0.0269
Si	4.0857	8.1427	11.1423	-0.0073	-0.0181	-0.0097
Si	6.8428	10.8368	11.0988	0.0097	0.0123	-0.0217
Si	4.0835	13.603	10.7789	0.0097	0.015	0.0078
Si	6.7934	5.4322	10.8682	-0.0165	-0.0058	0.0058
Si	-1.3304	8.1409	10.9106	0.0182	0.0138	-0.004
Si	1.376	10.9063	10.8825	-0.0073	-0.0145	0.0037
Si	9.5129	13.5677	11.1183	-0.0102	-0.0189	-0.0166
Si	1.3603	5.4631	11.1039	0.018	0.009	-0.0207
Si	9.1658	4.953	15.8922	0.0029	-0.007	-0.0442
Si	5.3649	12.2856	12.2283	-0.025	-0.0012	0.0092
Si	2.7845	3.9957	12.263	0.0016	-0.023	0.0192
Si	4.5595	4.8304	13.5412	-0.0014	0.0062	-0.0294
Si	-2.6248	9.4122	12.3989	-0.004	-0.0262	0.0091
Si	0.0439	12.141	12.3878	0.03	0.0047	0.0132
Si	8.0795	4.1248	12.3242	-0.0014	0.0181	0.0085
Si	-0.0537	6.846	12.4254	-0.0164	0.0005	0.0099
Si	2.6723	9.6208	12.3624	0.0043	0.0305	0.0215
Si	0.5928	13.624	16.3433	-0.0037	0.004	-0.0529
Si	1.851	2.262	13.5294	0.0029	0.0027	-0.0231
Si	5.5005	6.6843	12.399	0.0239	-0.0058	0.0093
Si	7.3736	7.5445	13.5629	0.0013	0.0039	-0.0215
Si	-0.8647	10.3569	13.6708	-0.0073	0.0084	-0.0134
Si	6.2444	14.0456	13.4566	0.001	-0.0109	-0.0129
Si	2.4938	5.8678	18.9212	0.0016	-0.0103	-0.0502
Si	3.1138	9.2292	24.6867	0.0058	-0.0049	-0.0389
Si	-1.8078	5.8166	13.6527	0.0067	0.0005	-0.0051
Si	-0.5336	12.5112	27.3726	-0.001	-0.0091	-0.045
Si	4.4489	7.3753	28.1066	-0.001	0.0065	-0.0311
Si	6.3586	4.9587	28.0186	0.0188	0.0038	-0.0266
Si	4.0957	8.1604	20.4234	0.0006	-0.0004	-0.0563
Si	9.405	11.481	15.6635	-0.0022	0.0016	-0.0359
Si	1.257	10.7843	22.946	-0.0006	0.0077	-0.0476
Si	1.4577	14.8846	27.2333	-0.0059	0.003	-0.0429
Si	3.3128	12.3692	21.2118	-0.0071	0.002	-0.0524
Si	0.579	9.8694	28.0342	0.0073	-0.0001	-0.0307
Si	0.3457	8.0486	18.2789	-0.0102	-0.0082	-0.0538
Si	5.5762	13.1485	22.9142	-0.0009	0.0061	-0.0439
Si	1.3843	3.1098	19.2891	0.0039	0.0089	-0.0527
Si	4.1291	10.3747	16.3466	-0.0026	0.0026	-0.0533
Si	3.5948	11.4781	13.5278	0.0006	-0.0076	-0.0231
Si	9.1796	13.3828	19.8822	0.0043	0.0052	-0.0622
Si	4.9129	10.6974	19.073	0.0108	-0.0105	-0.053
Si	6.5914	5.1998	23.3977	-0.0045	0.0025	-0.0445
Si	6.2366	9.8068	27.5411	-0.0021	0.0037	-0.0403
Si	4.2987	13.6365	27.796	-0.0078	-0.0147	-0.0351
Si	2.2303	7.9347	26.3397	-0.0071	0.0064	-0.0328
Si	0.483	5.7538	25.1833	-0.0073	0.0083	-0.0368
Si	-2.7652	11.7416	22.1467	0.0054	0.0432	-0.0492
Si	0.8723	8.7064	13.5618	0.0063	-0.005	-0.0122
Si	6.1922	8.0923	16.4497	0.008	0.0014	-0.0472
Si	8.4411	7.0123	18.2164	0.0019	0.0078	-0.0551
Si	-2.4832	9.0295	23.3004	-0.0028	-0.0061	-0.0302
Si	-2.54	5.3107	20.8227	-0.0029	-0.0029	-0.063
Si	3.733	6.0692	16.227	0.0066	0.0036	-0.0437
Si	7.2385	13.5594	15.4702	-0.0027	0.0054	-0.0354
Si	7.4729	11.8334	17.7634	-0.0018	-0.0079	-0.0545
O	-1.5384	7.3635	28.7999	-0.0015	-0.0039	0.0223
O	6.1044	10.4706	26.0689	0.0016	-0.0087	0.027
O	4.129	11.3747	15.0891	0.0082	-0.015	0.0355
O	-0.1729	2.9532	19.6742	-0.0071	-0.0048	0.0215
O	3.3043	5.3705	17.6107	-0.0065	0.0013	0.0305
O	-1.2143	7.9657	18.6605	0.0046	0.0016	0.0238
O	-3.1243	4.9315	27.1773	-0.0122	-0.0032	0.0268
O	9.0575	6.0869	17.0399	-0.0035	0.0169	0.0356
O	-2.2462	12.2666	23.5936	0.0065	0.0005	0.0235
O	-2.1726	7.244	26.2031	0.0016	0.0107	0.0151
O	-3.6573	5.5434	21.953	-0.0091	-0.0043	0.0352
O	0.6599	11.4413	27.6395	0.002	-0.0043	0.0152
O	6.5871	12.7298	16.7197	0.0006	-0.0143	0.0281
O	4.9144	8.9081	27.8199	-0.0047	-0.0059	0.0149
O	1.5854	2.7725	15.0725	-0.0104	0.0091	0.0357
O	-4.2333	12.3821	21.9651	-0.0087	0.0057	0.0125
O	-1.8396	9.8775	24.5438	0.0047	0.0022	0.0137
O	5.3144	12.2286	24.2167	-0.0005	-0.012	0.0356
O	6.0938	14.5652	23.4509	0.0047	0.0037	0.0208
O	8.4385	10.8611	16.8488	-0.0117	0.0032	0.0235
O	2.8674	9.3949	16.1666	0.0027	0.0034	0.0173
O	-0.1804	12.192	16.3607	0.0054	0.0048	0.0142
O	0.527	10.161	21.6386	0.0007	0.0061	0.0326
O	-3.9195	8.3443	23.5737	0.0019	0.003	0.0127
O	7.0784	7.9152	15.1257	-0.0062	0.0005	0.0374
O	8.4931	12.8272	18.5349	0.014	0.0088	0.0363
O	4.1526	4.9758	15.1309	-0.0034	0.0043	0.0229
O	3.5484	10.6604	25.3096	0.0067	0.0045	0.021
O	0.4166	6.0242	23.586	0.0078	-0.0097	0.044
O	2.4526	6.8898	15.6641	0.0008	-0.0047	0.015
O	0.9867	9.1367	19.283	0.0136	0.0029	0.0389
O	6.3857	10.8937	28.7235	0.0043	0.0035	0.0215
O	0.8738	7.155	25.9039	0.0099	0.0074	0.0192
O	7.1775	7.8754	17.707	0.01	-0.0013	0.0271
O	-3.2174	5.4342	24.5694	0.0127	0.0052	0.039
O	2.4564	11.719	22.4238	-0.0107	-0.0079	0.0311
O	0.1544	13.9452	27.2484	0.0012	0.0051	0.0122
O	0.2234	11.5196	23.9369	-0.012	0.0017	0.0229
O	7.9767	6.184	19.5177	-0.0018	-0.0165	0.0413
O	4.7685	9.0867	19.2726	-0.0039	-0.0166	0.0257
O	1.4764	2.8748	17.6898	0.0069	0.0098	0.0408
O	2.767	14.0072	27.4746	-0.0006	-0.0012	0.015
O	7.7834	4.1036	16.0475	0.0019	0.0004	0.021
O	4.3127	11.3832	20.4018	-0.009	0.0161	0.0285
O	4.9902	7.0298	16.5023	-0.0029	0.0023	0.0152
O	-1.1009	5.6905	21.4507	0.0103	0.0063	0.0267
O	-1.4337	7.8638	22.9214	-0.008	0.0077	0.0111
O	4.6641	12.4077	26.8408	-0.0035	0.0131	0.0272
O	5.535	9.5644	16.3911	0.0024	0.0013	0.019
O	3.501	6.7843	19.8024	0.0066	0.014	0.0262
O	2.285	12.9547	20.1269	0.0075	-0.0129	0.0316
O	5.2767	14.8514	27.3094	-0.0018	0.0044	0.0192
O	1.1604	6.6687	18.4823	0.0044	0.001	0.0194
O	5.2283	7.8923	21.5394	0.0159	-0.0069	0.0426
O	5.7838	6.4768	27.8911	0.0007	-0.0018	0.0133
O	1.9731	4.5615	19.7018	-0.0001	-0.0059	0.0138
O	6.4769	11.0899	18.8023	-0.0095	-0.0036	0.019
O	-0.7648	9.3164	27.2794	0.0024	0.0042	0.0185
O	-0.439	3.9959	16.2206	0.0045	-0.0069	0.0204
O	0.7066	7.5245	21.4159	-0.005	-0.0087	0.0168
O	1.8505	9.4966	23.7164	0.0077	-0.0107	0.036
O	-1.6097	12.5701	28.5801	-0.0111	0.0088	0.0286
O	8.3312	3.7647	20.4003	-0.0069	0.0103	0.0124
O	-3.3218	8.9362	27.6795	-0.0029	-0.003	0.0097
O	1.3103	5.0624	28.4679	0.0031	0.0122	0.0319
O	-1.3168	12.0797	26.0256	0.011	0.002	0.0348
O	-0.9136	5.1167	25.6807	-0.0005	0.0042	0.0172
O	2.8547	8.9637	21.0914	-0.0145	0.0035	0.0249
O	3.3396	6.9374	26.9917	0.0119	-0.0016	0.028
O	8.5411	12.6924	14.9715	0.0015	-0.0052	0.0119
O	1.571	15.5735	25.7581	0.0015	-0.0036	0.029
O	4.3832	8.6588	23.884	-0.0162	0.0059	0.0239
O	-1.7647	12.2222	20.9901	-0.0143	-0.0073	0.0337
O	4.0418	11.1391	17.7707	0.0046	-0.0008	0.0339
O	5.3791	6.252	23.6005	0.0006	0.0016	0.0094
O	4.2693	13.4184	21.9943	0.0108	0.0083	0.0223
O	1.8388	9.0277	27.4812	-0.0079	0.0037	0.0198
O	-2.7427	10.119	22.119	0.0085	0.0104	0.0183
O	0.5105	8.4678	16.7303	-0.0067	-0.0067	0.0346
H	0.3624	11.0593	36.3654	0.4036	-0.2809	-0.2688
H	2.0061	9.4158	36.3654	-0.1979	0.3567	-0.298
H	4.707	12.0741	36.395	-0.4249	0.2285	-0.2829
H	3.0652	13.7195	36.395	0.2157	-0.3598	-0.2729
H	1.9805	14.7953	36.4606	-0.3732	0.2149	-0.2364
H	0.3361	16.4378	36.4606	0.1629	-0.4032	-0.2539
H	4.74	6.695	36.4547	-0.2117	0.4085	-0.2417
H	3.0901	8.3323	36.4547	0.3465	-0.2351	-0.2268
H	5.761	11.0098	36.4734	0.2369	-0.4328	-0.2169
H	7.4049	9.3667	36.4734	-0.3877	0.1722	-0.2606
H	-2.3298	13.7636	36.4525	0.3918	-0.131	-0.2617
H	-0.6876	12.1188	36.4525	-0.2534	0.4374	-0.2093
H	-5.0621	5.629	36.3883	0.4524	-0.1828	-0.2534
H	-3.4238	3.9803	36.3883	-0.197	0.3438	-0.2734
H	-2.3883	8.2897	36.394	0.2133	-0.3666	-0.2901
H	-0.7443	6.6465	36.394	-0.3528	0.2306	-0.271
H	3.5915	8.6904	5.9977	-0.4289	0.3986	0.2254
H	1.9546	10.3406	5.9977	0.2226	-0.1977	0.3156
H	6.2733	11.3658	5.9989	-0.4099	0.3904	0.2114
H	4.6235	13.0031	5.9989	0.1937	-0.2153	0.3127
H	1.8564	15.7806	5.9924	0.3892	-0.3886	0.199
H	3.4942	14.1312	5.9924	-0.2082	0.2005	0.314
H	6.2545	6.0275	5.9804	-0.2128	0.2062	0.3019
H	4.6109	7.671	5.9804	0.4446	-0.3725	0.2269
H	8.9342	8.6876	6.0167	-0.2415	0.2101	0.2922
H	7.2981	10.3387	6.0167	0.4028	-0.3887	0.2302
H	-0.8096	13.1121	5.9843	0.3283	-0.4272	0.2197
H	0.8309	11.4657	5.9843	-0.1921	0.2352	0.3096
H	9.0378	3.2716	5.9996	-0.3476	0.4151	0.2251
H	7.3848	4.9058	5.9996	0.2165	-0.2018	0.3195
H	10.0522	7.5704	6.0105	0.2211	-0.2236	0.3072
H	11.7027	5.9338	6.0105	-0.3881	0.3684	0.2433

Results
free energy: -127436.875 eV
free energy less fixed offsets of H -15.71, O -570.45, Si -639.56 eV per atom: -4.925 eV

The program warned: the cutoff lies below the one the program advises for these potential files; the forces do not sum to zero within the program's tolerance; empty levels may hold ghost states of the PAW files; the exchange-correlation potential is rough where the density is thin.
